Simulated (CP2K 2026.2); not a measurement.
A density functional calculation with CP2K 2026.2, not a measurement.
Periodic cell of 1057 atoms, Si736O321, from a study of silicon, its oxide and their interface. The atomic structure is a simulated model.
Doubt: the forces sum to 3.26 eV/angstrom along one axis rather than to zero, so they err by at least 0.0031 eV/angstrom per atom on average; the grid cutoff is modest.

Settings: functional PBE; method Gaussian and plane waves; basis set DZVP-MOLOPT-SR-GTH; pseudopotentials GTH-PBE; grid cutoff 350 Ry, relative cutoff 50 Ry; k points Gamma only; occupations fixed; spin none; net charge 0.

Cell vectors (angstrom)
a	30.7742	0	0
b	0	15.3871	0
c	-5.5996	-0.6711	39.8267

Atoms: element, x, y, z (angstrom)
Si	21.9998	0.0618	30.7693
Si	21.1854	2.854	30.5722
Si	24.0273	7.3726	28.9342
Si	21.591	6.9843	33.4778
Si	24.8484	-0.4758	30.5894
Si	25.7646	2.4032	30.2657
Si	19.9313	4.6983	26.3937
Si	23.0695	9.8468	30.6421
Si	-1.1349	14.8132	30.9598
Si	-1.9818	2.47	30.8676
Si	-2.1604	6.8078	31.5337
Si	-2.407	9.8951	30.9526
Si	1.8075	14.4335	30.9427
Si	3.0024	0.0427	28.3381
Si	6.5281	3.8562	27.0146
Si	2.6278	11.3769	31.0012
Si	25.7967	-0.5606	33.3524
Si	24.6343	3.9177	32.6923
Si	25.6964	6.399	31.3026
Si	24.3076	8.3501	33.066
Si	-1.8744	14.635	34.0042
Si	-1.2478	3.0318	33.7677
Si	-1.1044	6.9082	33.7061
Si	-1.4434	10.7784	33.7347
Si	2.5568	-0.4983	33.7527
Si	1.8601	3.1642	33.8121
Si	1.3454	7.0636	33.864
Si	1.6851	10.847	33.8021
Si	5.687	-0.3577	33.2088
Si	6.123	5.1079	33.2113
Si	2.2251	6.2183	31.1087
Si	5.0974	9.8143	30.4932
Si	25.2003	1.7134	35.2549
Si	25.2177	4.1516	34.9778
Si	25.0351	9.3922	35.0326
Si	25.1275	12.5139	35.1872
Si	-1.5783	1.2272	35.2038
Si	-1.6319	5.0086	34.9991
Si	-1.7178	8.8236	34.997
Si	-1.7053	12.6451	35.1537
Si	2.2073	1.315	35.1922
Si	2.0325	5.134	35.0731
Si	1.982	8.9463	35.1207
Si	2.144	12.8549	34.9667
Si	6.0094	1.8911	35.3658
Si	5.9297	4.3411	35.3466
Si	6.1946	8.1741	32.843
Si	6.0438	12.5617	35.1033
Si	23.181	1.2742	36.3734
Si	23.2858	4.9845	36.2256
Si	23.1807	9.0364	36.4398
Si	23.2019	12.7762	36.4785
Si	-3.5887	1.2787	36.4629
Si	-3.663	4.9604	36.2186
Si	-3.7313	8.8974	36.2547
Si	-3.6599	12.737	36.4447
Si	0.2965	1.2313	36.5626
Si	0.179	5.0502	36.5103
Si	0.1097	8.9469	36.5126
Si	0.2591	12.8001	36.4317
Si	4.0747	1.3637	36.5778
Si	3.9799	5.0693	36.4311
Si	4.0707	8.978	36.2548
Si	4.0501	12.8061	36.3653
Si	23.2287	14.7475	37.7416
Si	23.1782	3.1905	37.7517
Si	23.2636	6.978	37.6104
Si	23.2071	10.8936	37.8719
Si	-3.6539	14.7012	37.7562
Si	-3.6186	3.1928	37.796
Si	-3.7376	6.9439	37.5928
Si	-3.6721	10.7919	37.7433
Si	0.2193	14.6796	37.8478
Si	0.205	3.1638	37.8873
Si	0.1593	7.0065	37.8174
Si	0.1956	10.8914	37.8147
Si	4.0731	14.7256	37.7651
Si	3.9585	3.2557	37.9323
Si	4.0775	7.0711	37.676
Si	4.0294	10.8709	37.7151
Si	25.174	-0.6483	39.0899
Si	25.1599	3.196	39.0713
Si	25.157	7.0133	39.0259
Si	25.1867	10.8646	39.1342
Si	-1.7452	14.7118	39.1455
Si	-1.7421	3.1913	39.1907
Si	-1.8228	7.0044	39.0634
Si	-1.7594	10.8731	39.1273
Si	2.1594	14.7127	39.1632
Si	2.0782	3.2042	39.2785
Si	2.1443	7.0498	39.0907
Si	2.136	10.8676	39.1332
Si	21.3054	-0.5922	39.0955
Si	21.2994	3.2621	39.1346
Si	21.3386	7.072	39.0283
Si	21.2807	10.9363	39.1881
Si	0.0206	1.9532	11.5573
Si	-0.0167	5.86	11.579
Si	0.015	9.6864	11.6294
Si	-0.0053	13.505	11.6071
Si	3.86	1.964	11.5593
Si	3.8548	5.82	11.5264
Si	3.8472	9.6514	11.585
Si	3.8434	13.511	11.5566
Si	7.7139	1.9573	11.5001
Si	7.7001	5.7974	11.4987
Si	7.664	9.6215	11.4835
Si	7.6851	13.5284	11.485
Si	26.9931	2.014	11.5255
Si	26.971	5.8812	11.5366
Si	26.9686	9.6765	11.5575
Si	26.955	13.5709	11.5379
Si	28.8918	1.9562	12.9395
Si	28.8407	5.9136	12.9778
Si	28.8562	9.6942	13.0004
Si	28.8315	13.5134	12.9772
Si	1.9338	1.9532	12.9331
Si	1.9352	5.8333	12.8889
Si	1.9505	9.6898	13.0028
Si	1.935	13.491	12.9556
Si	5.8112	1.9446	12.8879
Si	5.785	5.8184	12.8714
Si	5.7946	9.5951	12.9166
Si	5.7881	13.5343	12.8796
Si	9.6652	1.9924	12.8161
Si	9.6513	5.7932	12.8124
Si	9.5852	9.6045	12.8048
Si	9.6273	13.5534	12.7918
Si	-1.8801	0.0342	14.3512
Si	-1.8911	3.9254	14.2305
Si	-1.9181	7.8208	14.4428
Si	-2.02	11.6088	14.3933
Si	1.9813	0.0231	14.3133
Si	1.8975	3.9164	14.2363
Si	1.9766	7.714	14.2997
Si	1.9105	11.6204	14.4079
Si	5.7986	0.0448	14.2994
Si	5.8278	3.8906	14.1965
Si	5.7938	7.6717	14.331
Si	5.7913	11.5774	14.1668
Si	9.6443	0.0898	14.1531
Si	9.7271	3.8953	14.186
Si	9.5502	7.6801	14.1719
Si	9.6014	11.581	14.032
Si	0.096	0.0226	15.7142
Si	-0.0248	3.9883	15.6271
Si	0.1337	7.7494	15.7397
Si	-0.1008	11.6379	15.761
Si	3.8987	-0.0066	15.7163
Si	3.8622	3.8366	15.4864
Si	3.8768	7.6437	15.7108
Si	3.9827	11.5984	15.6245
Si	7.7873	0.0843	15.5661
Si	7.8072	3.9499	15.4952
Si	7.7333	7.6209	15.6889
Si	7.7526	11.6147	15.4188
Si	26.8477	0.1092	15.541
Si	27.0389	3.9164	15.651
Si	26.7781	7.8584	15.6795
Si	26.7173	11.6023	15.6658
Si	0.0254	2.0497	16.9279
Si	0.1129	5.8223	17.1701
Si	0.1802	9.7092	17.0811
Si	0.2077	13.5185	17.1744
Si	3.8494	1.9966	16.9532
Si	3.9414	5.6154	16.9873
Si	4.0072	9.6463	16.9458
Si	4.2094	13.4652	17.0924
Si	7.7947	2.0731	16.8562
Si	7.8827	5.6709	17.1303
Si	8.1839	9.7004	16.6991
Si	8.168	13.4947	16.7875
Si	26.927	1.9352	17.0147
Si	27.0958	5.9179	16.9323
Si	25.972	9.7375	16.9732
Si	26.116	13.6164	16.7488
Si	-1.8699	1.7712	18.3019
Si	-1.8467	6.5774	18.2924
Si	-1.2168	8.8492	18.7695
Si	-0.9725	14.2104	19.1462
Si	1.9092	2.566	18.2219
Si	2.7069	6.3869	21.1313
Si	2.1622	10.331	18.2653
Si	2.2427	12.8213	18.289
Si	5.8323	2.4518	18.1089
Si	5.8916	4.9241	18.2029
Si	5.7561	9.6071	18.4958
Si	6.3534	13.7531	18.3371
Si	24.9803	2.3184	18.3024
Si	25.5463	5.4352	18.5949
Si	26.6937	10.0342	19.1911
Si	27.0542	13.0976	19.6498
Si	5.8236	12.2096	20.0564
Si	24.5444	6.6435	23.4793
Si	6.8257	11.1211	22.6825
Si	2.0637	5.0186	18.3161
Si	1.6956	13.6269	20.4267
Si	23.958	3.6986	23.2051
Si	6.2295	0.5663	19.4785
Si	1.4305	11.3959	22.6597
Si	0.9034	2.8738	25.0395
Si	1.1147	8.9632	20.8519
Si	-1.5325	3.5748	20.8541
Si	1.1538	2.4169	21.1344
Si	4.1463	11.2847	24.3863
Si	8.98	1.7891	20.4224
Si	27.8416	6.2187	20.3493
Si	24.5688	12.2044	24.0871
Si	3.7118	13.9184	26.0089
Si	25.5406	6.533	26.5181
Si	-0.8552	11.5597	24.6342
Si	2.1113	7.3195	26.2715
Si	-3.205	8.6853	26.5949
Si	27.1466	10.4337	24.0201
Si	6.6868	8.002	22.9187
Si	10.0798	14.5189	29.7222
Si	26.4758	8.4619	21.7003
Si	5.6027	-0.1694	24.1252
Si	24.8452	3.7473	27.6812
Si	1.4485	4.5035	27.4732
Si	24.0889	12.285	29.1579
Si	2.906	3.9719	23.0543
Si	26.7384	10.9343	28.6278
Si	-3.239	0.1612	24.2818
Si	-0.2191	9.1679	26.55
Si	4.4953	8.2795	24.9846
Si	5.7733	2.9688	24.0447
Si	8.339	14.3792	25.3273
Si	0.1189	10.7019	29.2187
Si	4.2911	14.4851	21.3905
Si	3.9681	3.8149	31.5711
Si	25.278	1.8679	25.3531
Si	5.5937	7.0163	20.3128
Si	25.5634	14.2654	22.1775
Si	-1.4011	14.1998	26.1673
Si	-1.7856	13.0571	28.8
Si	-0.2502	4.9704	30.0153
Si	1.3107	0.1129	25.975
Si	-0.9993	1.7529	22.9968
Si	3.5385	7.6759	28.7863
Si	7.9552	0.1492	31.5081
Si	4.0026	2.8982	28.6413
Si	8.3603	7.838	28.6853
Si	6.0264	9.4189	34.8853
Si	9.5685	2.3054	32.198
Si	11.135	1.8403	29.7192
Si	5.8406	6.8073	27.4087
Si	8.0899	10.6684	29.7845
Si	14.7109	0.067	30.9496
Si	13.9169	2.8888	30.6445
Si	13.5238	7.7017	30.5977
Si	13.4257	10.6854	31.3995
Si	17.6672	14.6594	31.3983
Si	18.4525	1.821	29.5996
Si	22.1961	4.9346	28.5295
Si	17.8922	11.6383	30.8361
Si	10.3007	14.0813	32.6671
Si	9.2721	5.0772	33.0412
Si	9.0683	7.5357	31.4763
Si	10.2873	10.1439	31.8059
Si	13.1277	-0.4496	33.6831
Si	14.3426	3.3391	33.6637
Si	14.0203	7.1657	33.5091
Si	14.3505	11.0611	33.5801
Si	18.1346	-0.5269	33.6909
Si	16.8604	3.3764	33.8318
Si	17.1583	7.1947	33.7458
Si	16.8191	11.0638	33.7633
Si	20.551	-0.4487	33.4791
Si	21.5713	3.287	33.4913
Si	19.3733	6.8347	31.4261
Si	20.0613	9.4968	29.921
Si	9.8144	2.1995	35.2983
Si	9.7579	4.5986	35.2787
Si	9.8738	9.9534	35.0229
Si	9.8972	12.3257	35.136
Si	13.6604	1.4582	34.9693
Si	13.7018	5.2504	34.9082
Si	13.7154	9.1338	34.848
Si	13.7036	12.9552	34.8792
Si	17.4821	1.3858	34.9567
Si	17.3621	5.2705	35.1146
Si	17.3843	9.1456	35.038
Si	17.4864	12.9707	34.9986
Si	21.3125	1.3435	34.8677
Si	21.2995	5.1557	34.9182
Si	21.1985	9.4329	35.1981
Si	21.2768	12.507	35.1529
Si	7.9587	1.4672	36.5534
Si	7.8401	5.0785	36.5307
Si	7.9521	9.1328	36.2364
Si	7.9705	12.8568	36.3912
Si	11.7796	1.5198	36.3974
Si	11.7741	5.2168	36.3166
Si	11.7718	9.1726	36.2168
Si	11.824	12.8885	36.3412
Si	15.5667	1.3172	36.3631
Si	15.4817	5.2788	36.4768
Si	15.4975	9.074	36.4104
Si	15.5573	13.0279	36.3553
Si	19.4223	1.4476	36.3157
Si	19.3882	5.2155	36.3217
Si	19.2735	9.1402	36.4556
Si	19.346	12.8431	36.4425
Si	7.936	-0.578	37.7193
Si	7.8982	3.2817	38.0177
Si	7.8915	7.1616	37.6271
Si	7.9125	10.9491	37.769
Si	11.7473	-0.5135	37.6528
Si	11.8163	3.3721	37.8196
Si	11.7169	7.2077	37.5971
Si	11.81	10.992	37.7421
Si	15.553	-0.528	37.7942
Si	15.559	3.2757	37.727
Si	15.5187	7.1871	37.809
Si	15.5445	11.0472	37.7086
Si	19.4061	-0.5279	37.6801
Si	19.4107	3.315	37.7322
Si	19.381	7.1374	37.702
Si	19.3282	10.9895	37.8735
Si	9.8532	-0.5691	39.076
Si	9.8931	3.3017	39.204
Si	9.8131	7.1445	39.014
Si	9.8571	10.9604	39.0843
Si	13.6165	-0.533	39.1071
Si	13.7008	3.2999	39.1737
Si	13.5787	7.1759	39.0956
Si	13.6767	11.0067	39.1374
Si	17.5079	-0.541	39.098
Si	17.4834	3.2961	39.0863
Si	17.4787	7.1335	39.1104
Si	17.408	10.9991	39.1663
Si	6.0056	-0.6217	39.1005
Si	5.9186	3.2563	39.2447
Si	5.988	7.1185	39.0529
Si	5.9595	10.9221	39.0932
Si	15.3979	1.942	11.567
Si	15.3789	5.8621	11.5741
Si	15.368	9.6702	11.6046
Si	15.3669	13.5227	11.6124
Si	19.2428	2.0129	11.5755
Si	19.2345	5.8571	11.549
Si	19.2139	9.6972	11.5752
Si	19.2156	13.5478	11.5657
Si	23.075	2.0348	11.5311
Si	23.0856	5.8591	11.5362
Si	23.057	9.6778	11.5177
Si	23.0657	13.5838	11.5129
Si	11.6072	1.958	11.518
Si	11.5825	5.8377	11.5008
Si	11.5653	9.63	11.5458
Si	11.5757	13.5332	11.5103
Si	13.492	1.8934	12.9517
Si	13.449	5.8784	12.9387
Si	13.4446	9.6538	12.9929
Si	13.4238	13.4976	12.9814
Si	17.3119	1.977	12.9361
Si	17.3149	5.849	12.9149
Si	17.2947	9.6636	12.9624
Si	17.3031	13.5182	12.9595
Si	21.1717	2.0179	12.9387
Si	21.1605	5.8742	12.8996
Si	21.1502	9.6748	12.9127
Si	21.1539	13.5895	12.8941
Si	25.0428	2.1062	12.8131
Si	25.0377	5.8609	12.8558
Si	24.9978	9.6678	12.8273
Si	25.0013	13.622	12.8311
Si	13.4581	-0.0163	14.4166
Si	13.5096	3.8898	14.1821
Si	13.4486	7.7587	14.4165
Si	13.3151	11.578	14.3689
Si	17.3536	0.0587	14.323
Si	17.273	3.9266	14.2553
Si	17.3327	7.7316	14.3316
Si	17.2048	11.5862	14.3261
Si	21.1329	0.092	14.3233
Si	21.205	3.9705	14.2661
Si	21.1016	7.7596	14.3172
Si	21.1584	11.6433	14.1872
Si	24.9887	0.2154	14.1292
Si	25.1101	3.9776	14.2459
Si	24.9536	7.7555	14.2095
Si	25.0011	11.6386	14.0714
Si	15.4727	0.0114	15.7181
Si	15.3348	3.9653	15.6273
Si	15.4648	7.6914	15.7498
Si	15.2285	11.5836	15.7181
Si	19.2378	0.0652	15.7788
Si	19.2151	3.911	15.5413
Si	19.2196	7.7086	15.7732
Si	19.2407	11.5907	15.5149
Si	23.123	0.2035	15.5577
Si	23.1999	4.0396	15.5785
Si	23.0485	7.7885	15.6179
Si	23.1327	11.6775	15.4457
Si	11.4155	-0.0156	15.6889
Si	11.6616	3.826	15.5664
Si	11.3694	7.7698	15.6205
Si	11.2795	11.5339	15.6393
Si	15.3678	2.0376	16.9367
Si	15.4259	5.7651	17.2076
Si	15.432	9.6538	17.0636
Si	15.592	13.461	17.1067
Si	19.21	2.0973	17.0308
Si	19.1617	5.6796	17.0682
Si	19.37	9.7501	16.9627
Si	19.3345	13.3949	17.0029
Si	23.0696	2.1503	16.9278
Si	23.0181	5.9065	17.0537
Si	23.5342	9.7837	16.7724
Si	23.7195	13.5997	16.6587
Si	11.5267	1.923	17.0295
Si	11.6115	5.8065	16.8389
Si	10.5891	9.6283	16.925
Si	10.6676	13.4407	16.8991
Si	13.4911	1.6344	18.3168
Si	13.4095	6.4486	18.2689
Si	14.0299	8.7672	18.7783
Si	14.3354	14.0041	19.0141
Si	17.2237	2.5745	18.2553
Si	17.8597	6.0035	20.6828
Si	17.4406	10.2731	18.1846
Si	17.5064	12.7156	18.3313
Si	21.1524	2.7453	18.2155
Si	21.1356	5.1919	18.2821
Si	21.0699	9.6986	18.6169
Si	22.2131	13.7342	18.3827
Si	9.635	2.5973	18.2848
Si	9.9601	5.0247	18.3178
Si	11.1838	9.9458	19.1809
Si	11.4795	12.9835	19.0402
Si	21.2397	12.1317	20.5509
Si	9.2022	6.5732	23.6285
Si	21.9974	10.7825	23.2118
Si	17.3367	5.0459	18.5071
Si	16.908	13.3622	20.5181
Si	8.4539	3.6088	22.8691
Si	21.3747	1.0388	19.7721
Si	16.9156	11.0137	22.7431
Si	16.4346	2.7542	25.1445
Si	16.4777	8.7804	20.7044
Si	13.7602	3.3396	20.9675
Si	16.4261	2.1557	21.1124
Si	19.3107	11.243	24.7855
Si	24.0331	1.4037	21.1132
Si	12.2129	5.8682	20.2108
Si	9.3539	12.6822	23.1914
Si	19.38	14.0114	26.204
Si	10.2202	6.4478	26.6353
Si	14.3723	11.4381	24.5388
Si	17.3174	7.7587	26.0773
Si	12.3518	8.2047	27.8715
Si	11.6719	10.6718	23.5447
Si	21.8646	7.7428	22.666
Si	21.8879	13.952	27.9652
Si	11.0358	8.2692	21.6638
Si	20.8264	0.0292	24.0164
Si	9.6139	3.4406	27.4887
Si	16.9176	4.9223	27.0243
Si	8.9599	12.5922	27.7
Si	18.2366	3.7656	22.8206
Si	11.2122	10.8458	26.5899
Si	12.113	-0.1632	23.8909
Si	14.8359	9.4685	26.8086
Si	19.7755	7.3853	24.7965
Si	20.9714	3.171	24.0049
Si	23.3934	14.6737	25.3995
Si	15.2111	11.635	29.1373
Si	19.4748	14.5822	21.2772
Si	17.7481	4.3374	31.088
Si	9.8326	1.6593	25.0259
Si	20.8643	6.785	19.99
Si	10.4273	14.6822	21.4136
Si	14.615	14.5096	28.2021
Si	12.9809	13.3598	26.0866
Si	15.4327	5.3902	29.7835
Si	17.1945	0.5034	27.0811
Si	14.4429	1.5424	23.0865
Si	19.5981	9.1121	26.9499
Si	0.0093	13.4887	0.6373
Si	0.0015	1.9512	0.6243
Si	-0.0149	5.7926	0.6098
Si	-0.0011	9.5974	0.6195
Si	3.8399	13.4644	0.6708
Si	3.8505	1.9211	0.6832
Si	3.8361	5.8072	0.6738
Si	3.834	9.6012	0.6247
Si	7.7365	13.4623	0.6777
Si	7.7116	1.9112	0.721
Si	7.7103	5.8466	0.7058
Si	7.7199	9.6217	0.6586
Si	26.908	13.5577	0.666
Si	26.9149	1.9927	0.646
Si	26.9154	5.8647	0.6378
Si	26.9248	9.6429	0.6376
Si	15.4332	13.5607	0.6171
Si	15.4506	2.0011	0.6591
Si	15.4356	5.9291	0.6467
Si	15.4229	9.7058	0.6104
Si	19.2408	13.6029	0.6544
Si	19.2496	2.0332	0.6763
Si	19.2517	5.9223	0.6526
Si	19.2429	9.7428	0.6586
Si	23.0731	13.6037	0.6655
Si	23.0965	2.0437	0.6398
Si	23.0792	5.8807	0.6428
Si	23.0677	9.7183	0.661
Si	11.5734	13.516	0.6366
Si	11.5526	1.9537	0.6831
Si	11.5626	5.8954	0.6718
Si	11.5566	9.6801	0.6336
Si	1.9165	13.4937	2.021
Si	1.9119	1.944	2.0129
Si	1.8987	5.8005	2.0024
Si	1.9176	9.6253	1.9945
Si	5.7838	13.4771	2.0132
Si	5.7709	1.9254	2.0493
Si	5.7655	5.8325	2.0344
Si	5.769	9.6183	1.9936
Si	9.6603	13.5026	2.0251
Si	9.6422	1.9431	2.0576
Si	9.6438	5.852	2.0426
Si	9.6426	9.6527	2.0165
Si	28.8541	13.5238	1.9996
Si	28.8526	1.9748	1.9934
Si	28.8479	5.8332	1.9916
Si	28.8533	9.6489	1.9938
Si	17.3264	13.5667	2.0155
Si	17.3409	2.0116	2.0445
Si	17.3399	5.8999	2.0228
Si	17.3212	9.7197	2.0099
Si	21.1567	13.6006	2.0281
Si	21.1803	2.0254	2.0197
Si	21.1679	5.8993	2.0206
Si	21.1576	9.7074	2.0314
Si	24.9941	13.5596	2.0304
Si	25.0057	2.0119	2.0204
Si	25.0007	5.8667	2.0092
Si	25.0028	9.687	2.009
Si	13.5048	13.5354	1.9859
Si	13.5046	1.989	2.004
Si	13.5018	5.8787	2.0047
Si	13.4947	9.6899	1.9808
Si	1.9175	0.029	3.3807
Si	1.9172	3.8783	3.3623
Si	1.916	7.7203	3.3717
Si	1.9169	11.5576	3.3576
Si	5.7744	0.0044	3.3987
Si	5.7751	3.8829	3.3715
Si	5.7693	7.7357	3.404
Si	5.7732	11.5493	3.3602
Si	9.6411	0.0243	3.4062
Si	9.6429	3.9003	3.3753
Si	9.6367	7.756	3.4081
Si	9.6433	11.5777	3.3758
Si	28.8578	0.0571	3.3697
Si	28.854	3.9049	3.3538
Si	28.8545	7.7444	3.3743
Si	28.8532	11.589	3.3498
Si	17.3313	0.0864	3.3943
Si	17.3252	3.9567	3.3696
Si	17.3342	7.8078	3.3881
Si	17.3222	11.6388	3.3715
Si	21.1697	0.116	3.4044
Si	21.1641	3.958	3.3703
Si	21.1678	7.7981	3.4059
Si	21.1643	11.6508	3.3699
Si	25.0051	0.0919	3.3918
Si	25.0128	3.9404	3.3738
Si	25.0007	7.7775	3.3856
Si	25.0103	11.6185	3.3699
Si	13.4952	0.0639	3.3661
Si	13.4949	3.9295	3.3484
Si	13.4913	7.7854	3.3759
Si	13.4942	11.611	3.3511
Si	-0.0002	0.0444	4.7428
Si	-0.0002	3.896	4.7267
Si	0.0017	7.7446	4.7392
Si	-0.0011	11.5835	4.7229
Si	3.8396	0.0247	4.7445
Si	3.8417	3.8816	4.7263
Si	3.8336	7.729	4.7439
Si	3.8436	11.5646	4.7209
Si	7.7059	0.0246	4.7509
Si	7.7064	3.8896	4.7274
Si	7.7027	7.7398	4.7527
Si	7.7027	11.5726	4.7231
Si	26.9383	0.0727	4.7407
Si	26.9405	3.9229	4.7314
Si	26.9326	7.7653	4.7386
Si	26.937	11.6102	4.7271
Si	15.4054	0.0731	4.7442
Si	15.4058	3.9331	4.7284
Si	15.4091	7.7838	4.742
Si	15.404	11.6215	4.7319
Si	19.2443	0.0955	4.7608
Si	19.2414	3.9463	4.7376
Si	19.2421	7.795	4.7603
Si	19.2436	11.6372	4.7372
Si	23.0919	0.0956	4.763
Si	23.0877	3.945	4.7368
Si	23.0909	7.7881	4.7607
Si	23.0872	11.6338	4.7371
Si	11.5772	0.0462	4.7419
Si	11.5747	3.9069	4.7216
Si	11.5716	7.7594	4.7462
Si	11.5726	11.5921	4.7244
Si	0.006	13.5024	6.097
Si	0.0074	1.9763	6.0932
Si	0.0107	5.8192	6.0931
Si	0.003	9.6726	6.0975
Si	3.8396	13.4843	6.0949
Si	3.8381	1.9604	6.093
Si	3.8371	5.8015	6.0959
Si	3.8365	9.6559	6.0996
Si	7.7011	13.4867	6.1033
Si	7.705	1.9649	6.0905
Si	7.7036	5.8063	6.0994
Si	7.7009	9.6652	6.1031
Si	26.938	13.5304	6.0997
Si	26.9415	2.0014	6.0988
Si	26.9424	5.8429	6.1019
Si	26.936	9.6935	6.0989
Si	15.4057	13.5345	6.1039
Si	15.4092	2.0054	6.0894
Si	15.4084	5.8513	6.0935
Si	15.4073	9.7039	6.1007
Si	19.2422	13.5504	6.1117
Si	19.2325	2.0247	6.1089
Si	19.2319	5.8616	6.1078
Si	19.2398	9.7205	6.1126
Si	23.0907	13.55	6.1137
Si	23.09	2.0259	6.1108
Si	23.0904	5.8586	6.1122
Si	23.0871	9.717	6.1108
Si	11.5675	13.5065	6.0976
Si	11.5707	1.9821	6.0859
Si	11.5684	5.8235	6.0914
Si	11.5662	9.6815	6.1021
Si	1.9246	13.4942	7.4712
Si	1.9195	1.9702	7.4709
Si	1.9216	5.8152	7.4733
Si	1.9191	9.6696	7.4716
Si	5.7652	13.4946	7.4523
Si	5.7685	1.9605	7.4392
Si	5.7649	5.8049	7.4451
Si	5.7664	9.6585	7.4508
Si	9.6368	13.4938	7.4529
Si	9.6406	1.9736	7.4399
Si	9.6402	5.8072	7.4475
Si	9.633	9.6702	7.4522
Si	28.8627	13.5173	7.4635
Si	28.8685	1.9918	7.4594
Si	28.8727	5.8418	7.4598
Si	28.8604	9.6922	7.4621
Si	17.3204	13.5366	7.4786
Si	17.3118	2.0076	7.4787
Si	17.3131	5.849	7.4801
Si	17.317	9.7076	7.4783
Si	21.162	13.5528	7.473
Si	21.157	2.0182	7.4621
Si	21.1549	5.8626	7.4594
Si	21.1613	9.7132	7.4701
Si	25.0184	13.542	7.4722
Si	25.0211	2.0198	7.4655
Si	25.0212	5.8497	7.4674
Si	25.015	9.7095	7.4663
Si	13.486	13.5103	7.4644
Si	13.4932	1.9886	7.4501
Si	13.4914	5.8307	7.4534
Si	13.4889	9.6895	7.4614
Si	1.9213	0.0374	8.8268
Si	1.9194	3.8945	8.8427
Si	1.916	7.7472	8.8326
Si	1.9243	11.5814	8.8551
Si	5.7588	0.0406	8.802
Si	5.7667	3.8801	8.8007
Si	5.7568	7.73	8.8012
Si	5.7615	11.5766	8.8174
Si	9.6414	0.0444	8.791
Si	9.6472	3.8867	8.8182
Si	9.6344	7.7374	8.795
Si	9.6356	11.5791	8.8323
Si	28.8758	0.062	8.8119
Si	28.8833	3.919	8.8173
Si	28.8797	7.771	8.8181
Si	28.866	11.6043	8.8429
Si	17.3157	0.0741	8.8362
Si	17.3033	3.9254	8.8525
Si	17.31	7.7797	8.8351
Si	17.3054	11.6197	8.8577
Si	21.1503	0.0964	8.8258
Si	21.1486	3.9414	8.8175
Si	21.15	7.7823	8.8207
Si	21.1534	11.6307	8.8358
Si	25.0212	0.0917	8.8185
Si	25.0262	3.9354	8.844
Si	25.0201	7.781	8.818
Si	25.0168	11.6226	8.8465
Si	13.4968	0.0576	8.8002
Si	13.5023	3.9069	8.8145
Si	13.492	7.7579	8.8026
Si	13.4863	11.5957	8.842
Si	0.0048	0.0298	10.2039
Si	0.0022	3.9105	10.2238
Si	0.005	7.7782	10.2183
Si	0.0043	11.5901	10.2311
Si	3.8429	0.0442	10.1869
Si	3.8563	3.8834	10.1842
Si	3.8418	7.7486	10.1834
Si	3.8573	11.5753	10.2106
Si	7.702	0.0503	10.1263
Si	7.6955	3.8786	10.145
Si	7.6942	7.7111	10.1298
Si	7.687	11.5761	10.1644
Si	26.9593	0.0914	10.1658
Si	26.9783	3.9446	10.1845
Si	26.9589	7.7839	10.1645
Si	26.9483	11.6181	10.2099
Si	15.3918	0.0365	10.1986
Si	15.3855	3.907	10.2334
Si	15.3857	7.7712	10.1998
Si	15.3869	11.601	10.2405
Si	19.2314	0.0897	10.2058
Si	19.2365	3.9289	10.1974
Si	19.2302	7.7834	10.1952
Si	19.2336	11.6213	10.2093
Si	23.0848	0.114	10.163
Si	23.0691	3.9458	10.169
Si	23.0824	7.7682	10.1592
Si	23.0736	11.6292	10.1908
Si	11.5761	0.0537	10.142
Si	11.5904	3.8937	10.1708
Si	11.5686	7.748	10.1425
Si	11.5642	11.5757	10.1986
O	23.4013	-0.5081	31.3164
O	6.4107	-0.266	31.7542
O	5.4092	4.0033	32.2633
O	24.68	5.2485	31.7768
O	20.8918	5.1295	27.6095
O	26.9886	7.1977	26.7106
O	4.7268	-0.3369	25.4629
O	-3.4814	14.7743	33.878
O	25.9294	14.7173	31.7576
O	25.3619	2.7741	31.7908
O	-3.407	2.4693	30.1392
O	25.2881	6.8068	29.7952
O	-2.3154	10.7115	32.3532
O	23.6076	9.4485	32.1088
O	-1.1885	14.5368	32.5416
O	0.316	14.4501	30.3629
O	0.3192	3.0348	33.2514
O	-2.1758	2.8547	32.4346
O	0.1276	10.9155	33.2843
O	2.7741	-0.1929	29.9094
O	4.0861	-0.4785	33.1681
O	2.9062	3.1095	32.5657
O	18.0443	1.4077	28.1083
O	2.0092	7.1935	32.367
O	2.5572	10.6717	32.4508
O	4.1431	11.1138	30.5328
O	25.1324	0.8306	33.8484
O	24.993	13.5544	33.9358
O	25.5462	7.675	32.2842
O	25.1498	10.9863	34.5955
O	6.2053	13.6719	33.9184
O	6.0801	1.0205	33.9685
O	5.1619	8.9507	31.8635
O	5.6244	6.6521	33.0264
O	24.1454	6.1921	18.2527
O	7.3015	9.9489	18.085
O	-2.4833	9.7654	19.2011
O	26.594	13.8313	18.2945
O	-2.1003	13.1738	19.7046
O	21.6491	14.7869	29.3345
O	22.2554	1.6481	30.6086
O	5.3925	3.4779	28.0835
O	23.2024	7.17	33.3385
O	4.1325	12.4457	25.52
O	10.0504	13.4442	28.5332
O	3.0812	7.4954	24.9905
O	25.1923	0.9307	29.8669
O	25.2005	3.5049	29.2349
O	24.5446	5.1554	22.8592
O	23.6318	8.8314	29.5015
O	-2.1423	13.7811	30.2106
O	2.7014	3.7438	28.164
O	-3.5381	5.9196	31.4719
O	-1.026	10.0121	30.1263
O	-3.8825	9.6703	27.6621
O	1.5271	10.7572	30.0004
O	-0.3372	10.2222	25.3489
O	2.7617	8.1881	27.4763
O	-1.6726	0.2974	19.0066
O	26.2655	5.8981	19.9812
O	2.8037	11.3509	23.502
O	-0.3137	8.7366	20.1301
O	1.5883	12.3286	21.3705
O	5.433	11.4511	23.4218
O	0.1001	3.6481	20.8486
O	2.2616	5.4731	19.8739
O	6.8793	11.7887	21.2084
O	4.7801	14.5104	22.9238
O	5.8385	5.5312	19.7279
O	7.6393	0.8708	20.2496
O	5.8175	8.1385	19.1754
O	5.252	10.7841	19.5045
O	-1.5509	14.2589	27.7615
O	4.6018	13.0133	20.7773
O	25.1722	3.8685	18.7749
O	26.5089	11.5794	19.6527
O	25.9524	9.0653	20.2741
O	0.2385	12.0064	23.5507
O	26.412	13.9012	20.8709
O	2.9159	5.4486	22.419
O	-2.8049	14.6253	25.5224
O	-0.4954	2.6047	24.2792
O	2.1307	9.6238	19.762
O	25.6296	5.0124	27.0536
O	4.0793	7.1595	20.8111
O	5.0758	0.2644	20.5925
O	15.401	3.4455	20.9488
O	22.3801	3.8281	23.5629
O	7.0907	9.5347	22.627
O	24.7189	3.0965	24.484
O	1.5915	0.2911	27.5651
O	2.0139	5.7598	26.6423
O	1.7022	1.4676	25.1811
O	10.968	0.3498	29.1205
O	1.6709	1.8501	19.7066
O	24.3436	0.5655	25.1955
O	23.379	11.1243	23.9615
O	-3.4618	9.2654	25.1147
O	23.0193	7.1536	23.6134
O	5.2226	7.9723	23.584
O	10.0055	0.8375	21.2367
O	0.993	5.1678	31.037
O	0.3604	5.0457	28.5338
O	25.2248	11.4319	28.402
O	24.234	13.2948	25.2472
O	-2.0276	2.9358	19.4488
O	6.636	7.2191	21.5131
O	25.3388	7.6381	22.49
O	21.2828	10.9617	34.6001
O	-1.6499	8.5692	26.932
O	14.326	12.8301	25.3554
O	23.5623	11.3636	30.3785
O	0.3853	9.8689	27.8692
O	2.4763	2.9087	21.9115
O	10.0415	12.7225	33.5221
O	-2.2796	11.3128	23.9221
O	25.9244	11.4037	24.4355
O	4.3344	3.58	23.6716
O	23.2642	4.1056	27.6312
O	9.4908	13.5933	24.5145
O	7.0073	14.4656	24.4077
O	7.6776	5.0836	32.8219
O	15.3695	13.9019	20.2885
O	24.4746	7.4055	27.3813
O	17.7835	5.0902	22.0227
O	26.5676	14.6853	23.3505
O	10.6615	5.4422	19.7891
O	3.905	1.3637	28.1558
O	4.4437	8.8627	29.3694
O	5.8204	1.3798	23.7639
O	2.6967	14.6851	21.1841
O	19.8097	5.8634	25.2916
O	8.1307	1.7642	31.6643
O	20.8525	-0.2169	31.8799
O	20.6993	3.1834	32.0955
O	9.8019	6.4773	32.4474
O	6.5574	5.4685	26.8783
O	9.1573	7.4058	27.3689
O	21.4624	9.7538	30.6663
O	19.091	10.7437	30.2489
O	11.5038	-0.5292	33.4345
O	8.883	-0.5197	32.6753
O	9.7969	3.8899	32.0772
O	13.6254	3.3808	32.1683
O	8.7137	6.9488	30.0044
O	15.7515	0.1598	27.7165
O	7.9701	11.9251	28.7842
O	13.7882	-0.2819	32.2103
O	14.9891	1.6665	30.826
O	13.1892	7.0629	32.0755
O	15.6297	7.2093	33.1292
O	17.824	3.586	32.5122
O	22.7609	6.3688	29.0227
O	18.2608	7.1866	32.5491
O	17.5675	11.0752	32.3114
O	18.2803	13.2251	30.8916
O	12.0483	14.0567	24.9896
O	-3.6893	10.4701	30.149
O	10.191	8.6556	31.2045
O	9.9863	9.8841	33.3805
O	21.2333	13.4946	33.8493
O	20.8509	6.648	32.0717
O	18.4691	4.4349	27.0445
O	20.9983	8.4303	33.9274
O	20.7973	13.2387	17.7416
O	22.6238	9.9209	18.1529
O	12.7804	9.6841	19.2615
O	13.0978	12.9685	19.224
O	5.4486	7.755	26.1705
O	13.6971	0.1211	18.9216
O	21.839	4.1384	29.8825
O	-0.4264	12.1804	28.8738
O	20.5519	8.3031	25.9044
O	-2.2062	5.0021	21.1247
O	18.2215	7.8811	24.7235
O	8.1138	13.5634	26.7107
O	10.6924	1.6446	31.2671
O	10.2201	2.8896	28.8911
O	17.9756	14.497	26.8301
O	9.0979	5.0698	23.0527
O	26.7666	1.4722	24.8467
O	13.9795	-0.4053	29.6033
O	15.2522	13.0397	28.3576
O	18.2523	0.5465	30.579
O	12.3584	7.814	29.4606
O	10.0699	4.9614	27.2284
O	13.9594	11.651	30.1923
O	11.6144	9.6371	27.6013
O	17.6222	3.1502	29.9995
O	11.7867	10.7206	31.5246
O	20.3326	9.4807	28.3222
O	18.3446	8.1195	27.2966
O	14.1309	10.2351	25.5859
O	16.5872	11.4305	29.9318
O	13.1369	11.353	23.5025
O	20.4368	13.5715	27.3565
O	16.9304	12.1245	21.5683
O	14.981	8.7236	20.1047
O	17.5221	3.5804	24.2605
O	19.0356	10.4131	26.1528
O	13.3728	2.4505	22.2631
O	6.8036	7.638	28.3833
O	21.7558	11.8461	22.0337
O	20.0261	14.7617	22.7784
O	22.0474	-0.1008	18.8175
O	22.424	1.2912	20.9734
O	20.9073	8.1931	19.1804
O	20.758	10.7796	19.7961
O	13.3931	14.4732	27.162
O	22.4429	12.829	19.7145
O	24.5656	0.1049	21.8867
O	20.0005	13.1724	20.6642
O	10.9132	11.5234	19.4978
O	10.4595	9.0417	20.3372
O	15.7793	11.3804	23.8076
O	10.8831	14.1458	19.9753
O	19.9543	-0.1216	25.3641
O	21.8827	6.9703	21.2439
O	24.7275	12.9784	22.6709
O	15.1438	2.4309	24.237
O	17.4698	9.5161	19.6516
O	-1.3921	0.9862	30.6903
O	1.8014	3.9285	24.2228
O	19.3705	6.5627	20.5609
O	19.9944	0.4428	20.3803
O	24.2869	2.7556	21.9408
O	0.6457	3.4968	26.4991
O	22.0815	9.3321	22.5097
O	9.067	2.5646	23.9342
O	14.6922	6.809	29.9201
O	16.7566	6.2592	26.1376
O	11.7281	9.3497	22.6337
O	2.3718	12.9493	31.1614
O	11.6491	14.6397	22.4616
O	22.7782	12.6291	28.268
O	16.9058	1.6963	19.6396
O	8.8569	0.4957	25.5896
O	8.0584	11.7787	23.4637
O	16.1453	8.8321	26.1402
O	7.7456	7.2445	23.8746
O	20.4242	7.505	23.3464
O	12.2289	12.1005	26.7666
O	8.5601	-0.3549	30.0868
O	16.3831	5.203	31.0779
O	16.3609	5.3229	28.4768
O	9.7304	11.4139	26.9047
O	9.2338	13.7149	21.9417
O	16.5575	9.5821	22.0932
O	-1.2434	6.2099	30.3292
O	13.3028	2.6399	19.586
O	16.0376	3.7238	26.3801
O	16.8932	7.2541	20.9639
O	20.56	3.4505	25.5571
O	10.2403	2.5577	26.2935
O	13.6546	0.317	23.7508
O	9.7922	1.8241	33.7118
O	13.8799	8.3007	27.3584
O	23.1092	3.4246	32.9479
O	10.6908	13.8677	31.0975
O	15.1288	10.4631	28.0382
O	17.7809	2.5161	21.9026
O	19.4331	8.0641	30.3747
O	11.1606	1.0528	24.3476
O	26.9155	9.7312	22.5885
O	27.7391	7.4837	21.3735
O	-1.0071	12.7001	25.7522
O	-1.8906	0.5052	23.4574
O	7.9909	3.3497	27.4903
O	22.7169	14.8073	26.8653
O	-2.6087	8.3222	31.2086
O	22.243	14.6619	24.2488
O	1.6045	7.5243	21.3858
O	3.5477	5.3333	31.2458
O	4.0622	2.9191	30.252
O	0.2214	14.3137	20.2551
O	1.6956	-0.2443	32.3929
O	19.8328	3.7647	23.0156
O	6.8591	3.7035	23.1074
O	12.12	7.177	21.1659
O	10.6246	11.7331	22.9335
O	21.0905	1.5879	23.7712
O	17.8578	14.5272	21.1762
O	6.136	3.2099	25.5944
O	24.7812	1.4571	19.6764
O	24.832	13.6703	29.5665
O	19.9877	2.2876	29.657
O	11.6783	7.0205	27.0116
O	17.0258	1.355	25.712
O	19.1494	12.795	25.1796
O	14.4202	4.137	29.7647
O	15.5784	1.0802	21.9961
O	12.9802	4.7349	21.0884
O	0.666	7.9454	26.0019
O	2.4085	7.1439	29.8067
O	-2.9992	12.126	28.2791
O	5.99	11.0374	34.4677
O	8.6561	9.3923	28.9755
O	4.5219	6.4698	28.3002
O	1.0176	9.9203	22.1441
O	-0.9768	3.5497	30.2142
O	18.9587	5.3862	30.7912
O	13.9799	9.2165	30.9475
O	6.5928	10.332	30.2505
O	0.3042	1.377	22.071
O	9.9957	6.5147	25.0363
O	8.7079	3.0864	21.357
O	-1.9906	2.6463	22.0856
O	7.7027	8.1101	32.1865
O	4.2512	9.8676	25.1474
O	16.0742	14.6134	31.093
O	-0.2435	-0.1665	25.7109
O	9.1122	10.9885	31.0306
O	9.9051	7.5004	22.5089
O	11.2328	10.3014	25.0622
O	3.6905	14.1308	27.6255
O	12.6559	2.3415	29.8082
O	20.8027	10.8849	24.2867
O	18.3116	10.9363	23.5514
O	25.1628	6.6002	24.9589
O	2.2236	14.2686	25.446
O	25.2456	2.4022	26.8789

Results
total energy: -219489.686 eV
total energy less fixed offsets of O -438.35, Si -107.03 eV per atom: -5.256 eV

Forces (eV/angstrom), in the order of the atoms: element, x, y, z
Si	-0.0976	-0.0747	0.0878
Si	-0.1146	-0.0255	0.109
Si	0.0389	0.0245	0.1171
Si	-0.0561	-0.4162	0.5328
Si	-0.0014	0.0507	0.0337
Si	-0.0307	-0.0711	0.1445
Si	0.022	-0.0148	0.0071
Si	0.0775	-0.1034	0.0141
Si	-0.118	0.0677	0.1319
Si	-0.012	0.0326	0.1861
Si	0.4331	-0.0532	0.6425
Si	0.0646	0.0773	0.1103
Si	-0.0458	0.0464	0.1023
Si	-0.0841	-0.0917	0.0672
Si	-0.0163	-0.0034	-0.0063
Si	-0.0993	-0.0221	0.0591
Si	-0.1828	0.0745	0.058
Si	0.3145	0.0725	0.5971
Si	0.0799	0.0109	0.0322
Si	0.1361	0.2464	0.4979
Si	0.355	-0.0224	0.6213
Si	-0.1164	0.0961	0.7016
Si	0.0232	-0.0257	-0.0274
Si	-0.1813	-0.0804	0.7413
Si	-0.2013	-0.1452	0.8569
Si	0.1113	0.1468	0.7476
Si	-0.3199	-0.1414	0.5965
Si	0.1354	0.0929	0.7934
Si	-0.0824	0.1005	0.1656
Si	-0.214	-0.1259	0.6374
Si	-0.1123	0.0045	0.056
Si	0.0332	-0.0546	0.0861
Si	0.0433	0.2706	0.4442
Si	-0.0775	-0.0259	0.0391
Si	-0.0482	-0.5206	0.1585
Si	0.1016	0.1395	0.6365
Si	0.0065	-0.0219	-0.0217
Si	-0.0006	0.0006	-0.0521
Si	0.012	0.0134	-0.0598
Si	0.0325	0.0205	-0.038
Si	-0.0142	-0.0116	-0.0479
Si	-0.0173	0.0409	-0.066
Si	0.0164	0.0159	-0.0462
Si	-0.0221	0.0265	-0.0736
Si	-0.0825	0.3348	0.5017
Si	0.023	-0.0479	0.0611
Si	0.1578	0.2443	0.5265
Si	-0.1357	0.0783	0.6736
Si	0.029	-0.0197	0.057
Si	0.0061	0.0408	0.0331
Si	-0.0286	-0.0174	-0.0278
Si	-0.0058	-0.0078	-0.0405
Si	0.0163	-0.0614	0.0022
Si	0.0145	0.0236	0.027
Si	-0.0432	0.039	0.023
Si	-0.043	0.0689	-0.0135
Si	0.008	-0.0333	0.0316
Si	-0.0303	0.003	-0.0316
Si	-0.0318	0.0136	-0.0023
Si	-0.0026	0.0032	0.0159
Si	0.0459	-0.0166	-0.005
Si	-0.0119	0.0228	0.0267
Si	0.0151	0.0051	0.0304
Si	0.0448	0.0166	0.0045
Si	0.0339	0.0101	0.017
Si	0.0127	0.0135	-0.0236
Si	0.0359	0.012	-0.0549
Si	0.0167	-0.0108	0.0457
Si	-0.0256	-0.0088	0.0227
Si	-0.0322	0.0194	-0.02
Si	-0.0119	0.0119	-0.0533
Si	-0.0278	-0.0347	0.0119
Si	-0.0118	0.0066	-0.0241
Si	0.0165	0.0069	-0.0198
Si	0.0233	-0.0215	-0.0266
Si	0.0056	-0.0014	-0.0329
Si	0.0039	-0.012	-0.0085
Si	0.0382	0.0095	-0.023
Si	-0.0024	0.0124	-0.0309
Si	0.0049	-0.0092	-0.0156
Si	0.0059	-0.005	0.0318
Si	-0.0117	0.001	0.0043
Si	-0.0005	0.0166	0.0406
Si	-0.0076	0.0057	-0.0094
Si	-0.0226	0.0226	0.0065
Si	0.0274	-0.0319	0.0513
Si	-0.0234	-0.0074	0.015
Si	0.0014	0.0087	0.0165
Si	0.0064	0.0044	-0.0086
Si	-0.0238	-0.0087	0.0569
Si	-0.0095	-0.0068	0.0056
Si	0.01	-0.0027	0.0336
Si	-0.0179	-0.0198	-0.0048
Si	-0.0074	-0.0286	0.0494
Si	-0.0004	-0.0088	0.0031
Si	0.006	-0.0025	0.0266
Si	0.0018	0.0074	-0.0136
Si	0.0051	-0.0051	-0.0103
Si	-0.0101	-0.0037	-0.0232
Si	-0.0102	-0.0178	-0.0293
Si	-0.0175	0.0303	-0.0163
Si	-0.0098	-0.0067	-0.0253
Si	0.0121	0.0163	-0.0061
Si	-0.01	-0.0098	-0.0136
Si	-0.0044	0.0021	-0.0233
Si	-0.003	-0.0171	-0.0125
Si	0.0178	0.0331	-0.0278
Si	-0.0038	-0.0338	-0.0264
Si	0.0009	-0.0031	-0.0196
Si	0.0036	0.0057	-0.0332
Si	0.009	0.0038	-0.0218
Si	0.0096	-0.0135	-0.0151
Si	0.0252	0.0025	0.0351
Si	0.0075	0.0044	0.028
Si	-0.0089	0.0044	0.027
Si	-0.0147	-0.0078	-0.0166
Si	0.0266	-0.0126	0.0032
Si	-0.0067	-0.0022	-0.0078
Si	-0.0231	0.014	0.0312
Si	0.0043	0.027	0.0218
Si	0.0156	-0.0126	0.0202
Si	-0.0099	-0.0055	0.0329
Si	0.0072	-0.0072	0.0057
Si	0.0014	0.0243	0.0158
Si	-0.0015	0.0223	-0.0042
Si	0.0026	-0.0066	0.002
Si	-0.0107	-0.0086	0.0101
Si	0.0217	0.0017	0.0354
Si	-0.0033	0.0028	0.0284
Si	-0.0274	-0.0039	-0.0434
Si	-0.0112	-0.0086	0.0491
Si	-0.0372	-0.0051	-0.0167
Si	-0.0117	0.0309	-0.0152
Si	-0.0105	0.0003	-0.0191
Si	0.0303	-0.0113	-0.0094
Si	-0.0037	-0.0403	0.0128
Si	-0.012	0.0168	-0.0124
Si	-0.0006	0.027	-0.0069
Si	-0.0088	0.0383	-0.0321
Si	0.0158	-0.0134	-0.0436
Si	-0.0075	-0.0236	-0.0061
Si	0.0022	0.0109	-0.0011
Si	0.0072	0.0516	-0.0171
Si	-0.0304	-0.0047	-0.033
Si	-0.0017	0.0358	0.0244
Si	0.0032	0.0199	0.0314
Si	-0.0694	0.0279	0.0679
Si	-0.0073	-0.0288	0.066
Si	-0.0213	-0.011	0.0223
Si	-0.027	-0.0527	-0.0178
Si	-0.0024	-0.0014	0.0296
Si	-0.0056	0.0248	0.0411
Si	0.0387	-0.0485	-0.0226
Si	0.0238	-0.0547	0.0047
Si	0.0041	0.0235	0.0205
Si	0.0342	-0.0346	-0.0066
Si	0.0113	-0.0367	0.0281
Si	0.0229	-0.0372	0.026
Si	-0.0021	0.0294	0.0543
Si	0.028	-0.0237	0.0886
Si	-0.0031	-0.0445	0.005
Si	0.0435	-0.0866	-0.0238
Si	0.0755	0.0062	-0.051
Si	0.0392	0.1119	0
Si	-0.0521	-0.006	0.0052
Si	0.0101	0.0339	0.1017
Si	0.0284	-0.0371	0.0843
Si	0.0392	0.0221	-0.0063
Si	-0.0109	-0.0427	-0.0111
Si	0.0384	0.0541	0.0998
Si	0.2725	-0.1117	-0.42
Si	0.0799	0.0375	0.0617
Si	0.0263	0.0255	0.0145
Si	-0.0452	-0.0722	-0.0402
Si	-0.0435	-0.0281	-0.0568
Si	-0.2085	-0.1045	-0.6354
Si	0.0371	0.1182	-0.7022
Si	0.106	0.0551	-0.0362
Si	0.0915	-0.2753	-0.7661
Si	0.2555	-0.2109	-0.6435
Si	0.1442	0.296	-0.5059
Si	-0.0296	-0.1583	-0.2359
Si	-0.0345	0.2548	-0.6091
Si	-0.0101	-0.0641	-0.1297
Si	0.0263	0.0047	-0.0048
Si	-0.0111	-0.2171	-0.712
Si	-0.3079	0.0372	-0.5976
Si	-0.0676	0.0631	-0.0067
Si	-0.0165	-0.2183	-0.7276
Si	0.4612	0.135	-0.5157
Si	-0.3189	-0.0697	-0.6653
Si	0.0517	-0.1477	-0.0481
Si	0.3351	0.4334	-0.5424
Si	0.0406	0.0676	-0.037
Si	-0.1158	-0.0155	-0.1158
Si	-0.0599	-0.2282	-0.7601
Si	0.0898	-0.0456	-0.551
Si	-0.1208	-0.1354	-0.0932
Si	-0.1115	-0.0438	-0.7168
Si	0.0201	-0.0758	-0.0388
Si	0.0339	-0.0415	-0.0151
Si	0.0976	0.1221	-0.2659
Si	0.1064	-0.0516	-0.1659
Si	-0.122	-0.031	-0.0968
Si	-0.0016	-0.0194	-0.0561
Si	0.1657	0.2096	-0.6591
Si	0.1091	0.0665	-0.6312
Si	0.0014	0.0252	-0.0894
Si	-0.0267	-0.0866	-0.0024
Si	-0.1901	-0.0613	0.0193
Si	-0.0568	-0.0322	-0.0234
Si	-0.0103	-0.0422	0.11
Si	-0.0441	0.1373	-0.1023
Si	-0.0469	-0.0539	0.0016
Si	0.0021	0.0407	0.0151
Si	-0.0901	0.025	0.2618
Si	0.0351	-0.0613	-0.0582
Si	0.0124	0.0605	-0.0336
Si	-0.0328	-0.0411	0.0093
Si	-0.0091	-0.0541	0.1008
Si	-0.0226	0.1097	0.1136
Si	-0.0349	-0.0427	-0.1582
Si	0.0843	0.0438	0.173
Si	-0.0127	0.1586	-0.0932
Si	0.0243	0.1156	0.0764
Si	0.0116	0.0076	-0.0207
Si	-0.0319	-0.0544	0.0028
Si	-0.0764	-0.0201	-0.0014
Si	-0.0877	0.0535	0.1307
Si	0.0937	0.0502	-0.1157
Si	-0.1058	0.0265	0.1705
Si	0.0026	-0.0281	0.0023
Si	-0.0323	-0.0801	-0.1337
Si	0.0107	0.0097	-0.2271
Si	0.0465	-0.0264	-0.0707
Si	-0.0953	-0.1019	0.153
Si	-0.0871	-0.0447	0.1146
Si	0.0741	-0.0378	0.0828
Si	0.1512	0.0408	-0.1223
Si	0.0296	-0.0463	0.2291
Si	0.0005	-0.0349	0.0299
Si	-0.1555	0.0485	-0.0263
Si	0.0447	-0.0522	0.1384
Si	0.0133	-0.5435	0.127
Si	-0.0902	0.1106	0.147
Si	-0.0505	0.0366	0.0777
Si	-0.0837	-0.1252	0.0288
Si	0.0778	-0.0096	0.1823
Si	0.0403	0.1184	0.1498
Si	-0.0053	-0.0184	0.2156
Si	-0.1094	-0.0745	0.2071
Si	0.1266	0.0942	0.6512
Si	0.191	0.0604	0.6048
Si	-0.0917	-0.1053	0.2032
Si	0.1147	-0.0587	-0.0693
Si	0.0127	0.1202	0.1601
Si	0.009	-0.0953	-0.0006
Si	0.2316	-0.1623	0.8555
Si	-0.1785	0.0196	0.1248
Si	0.0099	0.1801	0.2083
Si	0.2802	-0.0718	0.7062
Si	0.3188	-0.0514	0.5869
Si	-0.2755	0.0609	0.691
Si	0.0476	-0.0066	-0.0102
Si	0.0395	0.0461	-0.0843
Si	-0.4665	-0.1541	0.542
Si	0.0946	-0.0254	0.7437
Si	-0.396	0.0796	0.539
Si	-0.3254	0.3346	0.4898
Si	-0.3323	-0.0141	0.7705
Si	-0.0672	-0.0234	0.1059
Si	-0.0911	-0.0761	0.1376
Si	0.0699	0.2106	0.5991
Si	-0.0127	0.0242	-0.0552
Si	-0.0009	0.0117	0.5807
Si	0.0376	-0.0612	0.4999
Si	-0.0256	0.0207	-0.0062
Si	-0.0226	0.0148	-0.0558
Si	-0.013	-0.0185	-0.0539
Si	-0.0497	0.0152	-0.02
Si	-0.0235	0.0406	-0.0057
Si	0.0163	0.0041	-0.0104
Si	-0.0083	-0.0317	-0.0419
Si	-0.0097	-0.0617	0.0373
Si	0.0312	0.0355	-0.0656
Si	0.007	0.0317	-0.0803
Si	0.1082	-0.1541	0.7689
Si	0.002	0.2506	0.7422
Si	-0.0089	-0.0567	-0.029
Si	-0.0213	0.027	0.0158
Si	0.0068	-0.0189	-0.0069
Si	-0.0065	0.0181	0.0028
Si	-0.0388	-0.0512	0.0047
Si	0.0009	0.0284	0.0163
Si	-0.024	-0.0112	0.0342
Si	-0.0245	0.0278	0.0341
Si	0.0059	0.0032	-0.0348
Si	-0.0095	-0.0128	0.0131
Si	-0.0163	0.0152	-0.0169
Si	-0.0134	-0.0019	-0.0323
Si	0.0021	-0.0617	-0.0081
Si	-0.0241	0.0396	0.0255
Si	0.0179	-0.012	0.0235
Si	0.0029	0.0052	-0.0236
Si	-0.0258	0.0212	-0.0007
Si	0.0122	0.0462	-0.0229
Si	-0.0311	0.0291	-0.0494
Si	0.0433	-0.0357	-0.0005
Si	-0.0141	0.0208	-0.0465
Si	-0.0471	0.0158	-0.0188
Si	0.0086	-0.0032	-0.0511
Si	-0.0258	0.0027	-0.0216
Si	0.0071	0.009	0.0438
Si	-0.0222	0.04	-0.0369
Si	0.0097	-0.0086	0.031
Si	-0.0032	-0.0235	-0.061
Si	0.0229	0.013	-0.0379
Si	0.0189	0.0317	-0.0113
Si	0.0224	-0.0185	-0.0111
Si	0.0206	0.0156	0.0081
Si	0.0102	-0.0134	0.0062
Si	0.0043	-0.0097	0.039
Si	0.019	-0.0212	0.0167
Si	-0.0095	-0.0154	0.0556
Si	-0.0118	0.0084	0.0079
Si	0.0237	-0.0071	0.0316
Si	-0.0122	-0.0029	0.0151
Si	0.018	0.0075	0.0399
Si	0.0115	-0.0146	0.0152
Si	0.0003	-0.0199	0.0544
Si	0.0153	0.0185	0.0064
Si	-0.018	0.0066	0.0271
Si	0.0036	0.032	0.025
Si	-0.0099	0.0096	0.0196
Si	-0.0014	-0.0172	0.0431
Si	-0.0217	0.0093	0.0011
Si	-0.0013	0.0003	-0.0121
Si	0.0147	-0.0048	-0.0135
Si	0.0103	0.0021	-0.0217
Si	-0.0015	-0.0071	-0.0241
Si	-0.0053	0.0417	-0.0124
Si	-0.0078	-0.0123	-0.0355
Si	0.0148	0.0036	-0.0167
Si	0.0038	-0.0048	-0.0188
Si	-0.0155	0.0054	-0.0235
Si	-0.0085	-0.0101	-0.02
Si	0.0094	0.0347	-0.0265
Si	-0.0064	-0.0208	-0.0255
Si	0.0009	0.0174	-0.0193
Si	0.0103	0.0133	-0.0341
Si	0.0048	0.0009	-0.0171
Si	0.0096	-0.0149	-0.0224
Si	0.0129	-0.0002	0.0299
Si	-0.0189	0.0002	0.0217
Si	-0.0309	0.0016	0.0164
Si	-0.0194	-0.0039	-0.0018
Si	0.017	-0.0331	-0.0048
Si	0.0017	0.0265	-0.0017
Si	-0.0528	0.0209	0.0239
Si	0.0013	0.013	0.0358
Si	0.0165	-0.0154	0.0344
Si	-0.0111	0.0038	0.0414
Si	-0.0202	-0.0342	0.0193
Si	0	0.0267	-0.0031
Si	0.0064	0.02	0.0053
Si	-0.004	0.0088	-0.0091
Si	0.0011	-0.0042	0.0182
Si	-0.0046	-0.0106	-0.0044
Si	-0.0153	0.022	0.0171
Si	0.0045	-0.0182	-0.0466
Si	0.0107	-0.0121	0.0677
Si	-0.0196	-0.0005	-0.0066
Si	0.0139	0.0286	-0.0069
Si	-0.0274	-0.0067	0.0068
Si	0.0358	0.0039	-0.0072
Si	-0.0198	-0.0389	-0.0034
Si	-0.017	0.0452	-0.0201
Si	0.0196	-0.02	0.0322
Si	-0.0215	0.0112	-0.0429
Si	0.0069	-0.0167	-0.0297
Si	-0.007	-0.0435	-0.0037
Si	0.0605	0.0076	0.006
Si	0.0107	0.0468	0.0056
Si	-0.023	0.0276	-0.0319
Si	0.0226	0.0077	0.0008
Si	-0.0033	0.0146	0.0377
Si	-0.0275	0.0464	0.0622
Si	0.0138	-0.0113	0.0718
Si	0.0308	-0.0354	0.0299
Si	0.0003	0.0171	-0.0069
Si	0.0079	-0.0072	0.029
Si	0.0085	0.0237	0.0358
Si	0.0122	-0.0669	-0.0241
Si	-0.0534	0.0545	0.0439
Si	0.0352	-0.0118	0.013
Si	0.0127	0.0089	0.024
Si	0.034	-0.0313	0.0429
Si	0.0045	-0.0051	0.0639
Si	-0.0047	0.036	0.0547
Si	0.0208	-0.0193	0.0707
Si	-0.0223	-0.0545	-0.0132
Si	-0.01	-0.075	0.0013
Si	0.0455	-0.0219	-0.043
Si	0.0283	0.0839	-0.0105
Si	-0.0183	-0.0497	0.0444
Si	0.0136	0.0277	0.0079
Si	0.0504	-0.067	0.1142
Si	-0.4938	0.1814	-0.2192
Si	0.0471	-0.0102	0.0406
Si	-0.4047	-0.079	-0.4067
Si	0.2684	-0.0391	-0.4069
Si	0.0111	0.0022	0
Si	0.0271	-0.0469	0.004
Si	0.0594	0.0025	-0.0554
Si	-0.0392	-0.0202	-0.0538
Si	-0.0205	0.0295	-0.0119
Si	0.0481	0.1796	-0.747
Si	0.016	0.0512	-0.051
Si	0.0688	-0.3058	-0.8274
Si	0.3874	-0.0982	-0.5484
Si	0.1789	0.3383	-0.42
Si	-0.1478	-0.4668	-0.7362
Si	-0.0984	0.3119	-0.5608
Si	0.0153	-0.1286	-0.1247
Si	-0.0322	0.0015	0.0171
Si	0.0086	0.0479	-0.036
Si	-0.2508	0.1965	-0.6219
Si	0.4074	-0.0556	-0.3804
Si	-0.1101	0.0504	0.0333
Si	-0.2664	-0.1944	-0.4785
Si	-0.33	-0.12	-0.6474
Si	-0.1838	0.0111	-0.6952
Si	0.0482	-0.1446	-0.1478
Si	0.0118	0.0586	0.0132
Si	-0.0776	-0.0381	-0.1141
Si	0.0216	-0.0315	-0.0267
Si	0.0102	-0.1415	-0.5844
Si	0.0587	-0.1164	-0.066
Si	-0.1267	0.4215	-0.3927
Si	0.0212	0.0713	-0.1816
Si	0.034	-0.0647	-0.0631
Si	0.1215	0.1334	-0.2584
Si	0.16	-0.0469	-0.0964
Si	-0.1315	0.0229	-0.1112
Si	-0.0088	-0.0254	-0.0108
Si	0.01	0.0056	-0.2309
Si	0.1747	0.0814	-0.6623
Si	-0.0155	-0.0239	-0.1245
Si	0.0809	-0.0129	0.0326
Si	-0.0663	-0.0531	-0.0177
Si	0.0223	-0.08	-0.0677
Si	0.0566	-0.0587	0.0462
Si	-0.0024	0.0862	0.103
Si	-0.0614	-0.0296	0.0811
Si	0.0733	-0.002	-0.0974
Si	-0.0015	0.0335	0.0754
Si	-0.044	0.0194	-0.1504
Si	-0.0304	-0.0089	-0.0743
Si	-0.0324	-0.0623	0.0798
Si	0.0388	-0.0286	0.0231
Si	0.0166	0.0504	-0.0251
Si	-0.0869	-0.0225	-0.0476
Si	0.0575	0.0166	-0.0608
Si	0.0269	0.0679	-0.0165
Si	0.06	0.0869	0.0708
Si	0.0398	0.0766	0.0614
Si	-0.0082	0.0065	0.076
Si	-0.0766	-0.0544	0.0469
Si	-0.1196	0.0157	0.1327
Si	0.1077	0.0273	-0.0595
Si	0.0731	0.0355	0.0646
Si	-0.016	-0.0661	-0.0781
Si	0.2038	-0.4543	-0.4798
Si	-0.0673	-0.0189	-0.0467
Si	0.0897	-0.0087	0.0833
Si	0.0268	-0.0387	0.0059
Si	-0.0811	0.001	0.0845
Si	-0.067	-0.0167	-0.0386
Si	0.083	-0.0118	-0.1424
Si	-0.0037	0.0021	0.0413
Si	-0.0066	0.0241	-0.0133
Si	-0.0007	-0.0031	-0.0108
Si	-0.0041	0.0044	-0.0223
Si	0.001	-0.0158	-0.0067
Si	-0.0095	0.0074	-0.0039
Si	-0.0086	-0.0106	-0.0009
Si	-0.0136	0.0021	-0.03
Si	-0.0081	0.0015	-0.0206
Si	-0.0015	0.0025	-0.009
Si	-0.0016	-0.0047	0.0028
Si	0.0223	-0.0082	-0.0174
Si	0.0137	0.0071	-0.0156
Si	-0.0102	-0.0127	-0.0014
Si	-0.0019	0.0214	-0.0163
Si	0.0051	-0.0139	-0.0218
Si	0.0192	0.0066	-0.0233
Si	0.0071	-0.0218	-0.0111
Si	-0.0063	0.0184	-0.0139
Si	-0.0182	0.0036	-0.0104
Si	-0.0012	0.013	-0.0165
Si	-0.0078	0.0075	-0.015
Si	-0.0076	-0.0128	-0.016
Si	-0.0017	0.0131	-0.019
Si	-0.0114	-0.0127	-0.0265
Si	-0.0046	0.0084	-0.0046
Si	-0.0074	0.0116	-0.0162
Si	-0.0039	-0.0146	-0.0161
Si	-0.004	-0.0138	-0.0078
Si	0.0131	0.0033	-0.0119
Si	-0.0042	-0.0033	-0.0022
Si	0.0217	0.0182	-0.016
Si	0.02	-0.012	-0.0158
Si	0.0017	0.0038	0.016
Si	-0.0025	0.0156	0.0205
Si	0.0012	-0.0155	0.0229
Si	-0.0095	0.0195	0.0147
Si	-0.0026	-0.0191	0.0038
Si	0.0036	0.0195	0.0035
Si	0.003	-0.0018	0.0122
Si	0.0006	-0.0002	0.0029
Si	-0.0079	-0.0143	0.0096
Si	0.0023	0.0092	0.0181
Si	-0.0042	-0.0068	0.0237
Si	-0.0048	0.0141	0.0203
Si	0.002	-0.0124	0.0116
Si	0.0072	0.0164	0.0239
Si	-0.0014	-0.0009	0.0258
Si	0.0062	-0.0009	0.0227
Si	0.003	-0.0127	0.025
Si	-0.0025	0.0004	0.0278
Si	-0.0084	-0.0245	0.0233
Si	-0.0046	0.0077	0.0228
Si	0.0029	-0.0128	0.0097
Si	-0.0028	0.0105	0.0166
Si	-0.0054	-0.0054	0.0127
Si	0.0025	0.0039	0.0117
Si	0.0091	-0.0103	0.0185
Si	0.0033	-0.0031	0.0169
Si	0.0038	-0.0126	0.0194
Si	0.005	-0.0036	0.0107
Si	-0.0007	-0.0151	0.0148
Si	-0.0017	0.0198	0.0146
Si	0.0076	-0.0073	0.0312
Si	0.0028	0.0053	0.026
Si	-0.0002	-0.0019	-0.0122
Si	-0.0063	-0.0088	-0.0179
Si	0.0134	0.0042	-0.0205
Si	-0.0087	0.0024	-0.0147
Si	-0.014	0.0025	-0.0114
Si	0.0059	-0.0057	-0.0151
Si	-0.0002	-0.0022	-0.0086
Si	-0.0051	0.0081	-0.0141
Si	-0.0105	0.0035	-0.0088
Si	0.013	-0.0007	-0.0172
Si	-0.0032	0.0037	-0.0049
Si	0.0055	-0.0005	-0.011
Si	0.0055	-0.0001	-0.0217
Si	-0.0014	0.0029	-0.0208
Si	-0.0009	-0.0046	-0.0175
Si	0.0032	-0.005	-0.0163
Si	0.0126	0.0007	-0.0169
Si	-0.0204	-0.003	-0.0243
Si	0.0316	0.0057	-0.018
Si	-0.0113	0.0078	-0.0209
Si	-0.0032	-0.0029	-0.0093
Si	-0.0058	-0.0015	-0.0199
Si	0.0077	0.0012	-0.0015
Si	0.0043	0.0002	-0.0266
Si	-0.0222	-0.0049	-0.0151
Si	-0.0005	-0.0035	-0.0143
Si	-0.0238	-0.0037	-0.0121
Si	0.0142	0.0108	-0.0196
Si	-0.0054	-0.0051	-0.0238
Si	0.0019	0.0075	-0.0177
Si	0.0001	0.0027	-0.0181
Si	0.0029	-0.001	-0.0179
Si	0.0125	0.0085	0.0179
Si	0.0109	0.0064	0.0119
Si	0.0006	0.0051	0.0159
Si	0.0062	0.003	0.0153
Si	-0.0104	0.0002	0.013
Si	-0.0169	0.0123	0.0125
Si	-0.002	0.0044	0.0156
Si	-0.0029	0.001	0.0094
Si	0.0068	-0.0039	0.0104
Si	-0.0074	0.0123	0.0102
Si	0.0045	0.0084	0.016
Si	0.0003	-0.0059	0.0101
Si	-0.0042	0.001	0.0147
Si	0.0046	0.0006	0.0164
Si	0.0029	0.0017	0.0156
Si	-0.0015	-0.0043	0.0125
Si	0.011	-0.0032	0.0155
Si	0.0113	-0.0036	0.0133
Si	0.0037	-0.0031	0.0126
Si	0.0134	-0.0044	0.0145
Si	-0.0148	-0.0043	0.0215
Si	-0.0123	-0.0018	0.0164
Si	-0.0152	-0.0052	0.02
Si	-0.0009	-0.009	0.0138
Si	0.0082	-0.0016	0.0161
Si	-0.0022	0.0029	0.0162
Si	0.0018	-0.0014	0.0172
Si	-0.0051	-0.0175	0.0104
Si	-0.0091	0.0031	0.0168
Si	-0.0023	-0.0002	0.0135
Si	-0.0022	-0.0004	0.0183
Si	-0.002	-0.0055	0.0134
Si	-0.008	-0.003	-0.0159
Si	-0.0095	0.0051	-0.0191
Si	-0.0041	-0.0044	-0.0221
Si	-0.0022	0.0051	-0.0173
Si	-0.0044	0.0066	-0.0147
Si	0.016	-0.0037	-0.0162
Si	0.0113	0.005	-0.0139
Si	-0.0067	-0.0066	-0.0121
Si	-0.0131	-0.0001	-0.0108
Si	-0.002	-0.0072	-0.0143
Si	0.0026	0.0104	-0.0058
Si	-0.0011	0.0019	-0.0105
Si	0.0049	-0.01	-0.0186
Si	0.005	0.0012	-0.0186
Si	-0.0034	-0.0057	-0.0128
Si	-0.0003	0.0036	-0.0159
Si	-0.0118	-0.0037	-0.016
Si	-0.0159	0.0083	-0.0206
Si	-0.0106	-0.001	-0.0202
Si	0.0002	0.0097	-0.0171
Si	0.0062	0.0059	-0.0199
Si	-0.0002	-0.0057	-0.0155
Si	0.0082	0.0094	-0.0126
Si	0.0132	-0.0053	-0.0131
Si	0.0045	0.0014	-0.0166
Si	-0.0088	-0.0094	-0.0123
Si	-0.0064	0.0058	-0.0087
Si	-0.0003	-0.004	-0.0122
Si	0.0068	-0.011	-0.0163
Si	0.0086	0.0059	-0.0146
Si	0.0079	-0.001	-0.0113
Si	0.0046	0.01	-0.0108
Si	0.0109	-0.0027	0.0158
Si	-0.0166	0.0058	0.0181
Si	-0.0073	0.0022	0.0154
Si	0.001	0.0096	0.0157
Si	-0.0055	-0.0024	0.0134
Si	-0.0129	0.0142	0.0125
Si	-0.0167	-0.0036	0.0126
Si	0.0075	0.0068	0.0123
Si	0.0092	-0.0002	0.0143
Si	0.0019	0.0025	0.015
Si	0.0051	0.003	0.0163
Si	0.0006	0.0029	0.0127
Si	0.0015	0.0116	0.0166
Si	0.0099	-0.0023	0.0156
Si	0.0236	0.0083	0.0132
Si	0.0035	-0.0098	0.0119
Si	0.0076	-0.0065	0.0143
Si	-0.0153	-0.0027	0.0211
Si	-0.015	-0.0051	0.0201
Si	-0.0056	0	0.0131
Si	-0.0057	-0.0156	0.0159
Si	-0.0084	0.0126	0.0152
Si	-0.0114	-0.0136	0.0153
Si	0.0027	-0.0005	0.0156
Si	0.0003	-0.0031	0.0164
Si	0.0048	0.0002	0.0172
Si	0.0027	0.0017	0.0205
Si	-0.0044	0.0025	0.0127
Si	0.0023	0.0094	0.0172
Si	0.011	-0.0077	0.0162
Si	0.0118	0.0045	0.0148
Si	0.008	-0.0146	0.0119
Si	-0.005	-0.0008	-0.0146
Si	0.0095	0.0072	-0.0105
Si	-0.0012	0.0072	-0.016
Si	-0.0122	-0.0049	-0.0155
Si	0.0033	0.0048	-0.0202
Si	-0.0041	-0.0003	-0.0139
Si	0.0039	-0.0002	-0.0149
Si	-0.0083	0.0038	-0.0183
Si	-0.0052	-0.0015	-0.0137
Si	-0.0008	-0.0009	-0.0108
Si	0.0034	0.0072	-0.0087
Si	-0.0029	-0.0057	-0.0103
Si	-0.002	0.0021	-0.0231
Si	-0.0059	0.0035	-0.0184
Si	-0.0092	0.0004	-0.019
Si	0.0005	-0.0081	-0.0136
Si	-0.0031	-0.0016	-0.0185
Si	0.0099	0.0031	-0.0076
Si	0.0042	0.0078	-0.0134
Si	0.006	0.0026	-0.0157
Si	0.0029	0.0094	-0.02
Si	-0.004	0.0014	-0.0162
Si	-0.0028	0.0007	-0.0189
Si	-0.0001	-0.0055	-0.0178
Si	-0.0014	-0.0055	-0.0151
Si	0	-0.0084	-0.0104
Si	0.0027	0.0012	-0.0129
Si	0.0056	-0.0085	-0.0088
Si	-0.0057	0.006	-0.0273
Si	-0.0049	0.0082	-0.0204
Si	-0.004	0.001	-0.0208
Si	0.0019	-0.0012	-0.0094
Si	-0.0086	-0.0013	0.0193
Si	-0.0102	0.0032	0.0286
Si	-0.0098	0.0022	0.0206
Si	0.0163	0.0105	0.0192
Si	0.0056	0.0028	0.0164
Si	0.0158	0.003	0.0143
Si	-0.0073	-0.0022	0.0158
Si	0.0169	0.0024	0.0103
Si	0.0085	-0.0008	0.0019
Si	-0.0073	-0.003	0.0082
Si	0.0084	0.0105	0
Si	-0.0156	-0.0007	0.0026
Si	-0.004	-0.0034	0.0057
Si	0.0035	0.01	0.019
Si	0.0029	-0.0115	0.0037
Si	-0.021	0.0014	0.0202
Si	-0.0077	-0.0054	0.0182
Si	-0.0184	-0.003	0.0338
Si	-0.0274	0.007	0.0164
Si	0.009	-0.0038	0.0169
Si	-0.006	-0.007	0.0207
Si	0.0117	-0.0045	0.0143
Si	-0.0068	-0.0035	0.0166
Si	-0.0029	-0.0018	0.0104
Si	0.0185	-0.0064	0.006
Si	-0.0077	-0.0111	0.0084
Si	0.0174	-0.003	0.0071
Si	-0.019	-0.0014	0.0041
Si	0.0038	-0.0019	0.0036
Si	-0.0015	0.0053	0.0148
Si	0.0009	-0.0062	0.0009
Si	-0.0033	0.0023	0.0155
O	-0.1271	-0.3812	0.3776
O	-0.424	-0.2716	-0.3743
O	0.1393	-0.5609	-0.086
O	-0.4109	0.254	-0.1565
O	-0.1074	0.2122	0.3024
O	0.5773	-0.4004	0.184
O	-0.1406	0.3082	0.464
O	-0.0205	0.0837	0.0779
O	0.5312	-0.2091	-0.1508
O	0.1878	-0.1301	0.0552
O	0.1841	0.1888	-0.6152
O	0.4563	-0.0437	-0.3979
O	-0.5398	0.5058	-0.08
O	-0.0748	0.6723	0.1291
O	0.3967	-0.2348	-0.0835
O	0.1366	-0.1631	-0.4656
O	-0.069	-0.0873	-0.1865
O	-0.3602	0.3473	0.1067
O	-0.1275	-0.17	-0.4919
O	0.4543	0.3477	0.1659
O	-0.0446	-0.0098	-0.0979
O	0.1781	-0.229	-0.2023
O	-0.0015	0.2471	-0.0804
O	0.3852	0.4529	-0.2767
O	0.1716	-0.5462	-0.1927
O	0.4473	0.424	-0.2063
O	-0.1074	0.0608	-0.2925
O	-0.6087	-0.2407	-0.2858
O	0.5424	-0.0069	-0.0497
O	-0.0616	-0.155	-0.3265
O	0.2425	-0.0408	-0.1438
O	0.1981	0.2222	-0.4331
O	-0.1906	0.0471	0.039
O	-0.5689	-0.123	-0.0212
O	-0.1131	0.3623	0.305
O	0.0509	0.2769	0.4035
O	0.1459	0.312	0.0632
O	-0.0719	0.35	0.0648
O	0.2956	-0.4204	0.303
O	-0.2784	0.1633	-0.075
O	0.7345	0.0249	0.0058
O	0.0508	-0.0624	0.1785
O	0.1261	-0.511	0.225
O	0.0467	-0.1009	0.341
O	0.5215	0.0225	-0.0731
O	-0.2538	-0.13	-0.6402
O	0.1389	0.1434	-0.4529
O	0.0516	0.5166	0.067
O	0.4179	0.004	-0.3558
O	0.1021	0.0462	-0.2614
O	-0.3536	-0.2581	0.0834
O	0.0412	-0.0882	0.0119
O	-0.0673	-0.599	-0.1132
O	0.2235	-0.3331	-0.0851
O	-0.3078	-0.0594	-0.0645
O	0.019	-0.1275	-0.1525
O	0.2884	-0.1191	-0.1773
O	-0.1232	0.4892	-0.1182
O	0.1063	-0.1879	0.1453
O	-0.4309	0.1669	0.666
O	-0.039	-0.1131	-0.1241
O	-0.2198	-0.2732	0.3959
O	0.1365	-0.2734	-0.0347
O	-0.097	0.3356	-0.2006
O	0.1734	0.5857	-0.2527
O	-0.2171	-0.031	0.3079
O	0.371	-0.0042	0.0555
O	-0.0074	-0.4157	0.1063
O	0.2621	-0.1676	0.6668
O	0.2528	-0.4349	0.192
O	0.2414	-0.2345	-0.2377
O	-0.4353	0.0364	0.1503
O	0.0738	0.4341	0.2395
O	-0.4169	-0.4101	-0.0446
O	-0.306	0.0439	0.044
O	-0.3749	-0.0247	0.3434
O	-0.4166	-0.2312	-0.1728
O	-0.0144	0.3909	0.0813
O	-0.0765	0.3733	0.0597
O	0.1569	0.0581	0.1806
O	-0.5357	-0.3147	0.3649
O	-0.4693	0.1016	0.3482
O	0.3073	-0.0858	0.1881
O	0.209	-0.0476	-0.1344
O	-0.0647	0.63	0.3716
O	-0.4545	0.2421	0.0343
O	0.3032	0.4471	-0.0544
O	-0.0677	0.2748	-0.0087
O	0.1246	-0.0481	0.0514
O	0.0114	0.217	0.1509
O	-0.371	0.3854	0.1122
O	0.0975	-0.0063	-0.3315
O	0.3076	-0.0953	-0.3262
O	0.085	0.0037	-0.493
O	0.0832	-0.3978	0.2339
O	-0.1196	0.0044	-0.0427
O	0.1513	-0.1529	0.5436
O	0.0732	-0.4544	-0.0019
O	-0.1898	-0.1981	0.556
O	-0.2094	-0.0557	-0.4743
O	0.3588	0.1744	0.4274
O	0.1479	-0.2088	0.294
O	-0.3294	0.4617	-0.1935
O	-0.0168	-0.3684	-0.5953
O	0.2216	-0.1173	0.2658
O	-0.4466	0.1862	-0.2171
O	0.4707	-0.0255	-0.156
O	-0.3091	0.1888	-0.0946
O	0.2157	-0.1327	-0.4486
O	0.0217	-0.3076	0.4431
O	0.3779	0.2643	0.0807
O	0.1273	0.2676	0.2877
O	0.2023	-0.0175	0.0435
O	0.4476	-0.4334	-0.2238
O	0.0662	-0.3147	-0.3479
O	0.0612	0.2526	-0.5354
O	0.0349	-0.0005	0.3594
O	0.0575	0.1727	0.0456
O	-0.1491	-0.2286	-0.4154
O	0.3747	0.1189	0.1543
O	-0.0709	-0.317	-0.4844
O	0.0955	0.0231	-0.2014
O	-0.2022	0.283	0.4625
O	-0.4941	0.3569	-0.3128
O	-0.4042	0.2016	0.2424
O	0.001	-0.3255	0.0794
O	-0.274	0.0453	0.3119
O	0.4292	-0.0674	-0.4842
O	-0.1514	0.055	-0.262
O	-0.0061	0.0988	-0.448
O	-0.3239	0.4997	-0.0058
O	-0.1568	-0.138	-0.1798
O	-0.6449	0.462	-0.021
O	-0.3477	0.1504	-0.4551
O	-0.4567	0.1469	0.0188
O	0.4978	0.0108	0.0004
O	0.4117	-0.0437	-0.2274
O	-0.3251	0.2106	-0.1237
O	-0.1071	-0.0046	0.4216
O	0.1207	0.257	-0.097
O	-0.1407	0.1212	0.2151
O	-0.099	-0.1494	0.5598
O	0.2161	0.1632	-0.4748
O	-0.5747	0.3217	-0.0232
O	-0.1633	-0.6873	-0.0701
O	0.0069	0.097	-0.0001
O	-0.3701	0.1189	0.0815
O	-0.2261	-0.1359	-0.3984
O	0.4795	0.1807	-0.025
O	-0.5095	-0.2308	-0.0687
O	-0.1057	0.1647	-0.5276
O	0.4231	-0.3307	0.0244
O	-0.3822	-0.0391	0.4911
O	0.0125	0.1595	-0.2406
O	0.3969	-0.2141	-0.1004
O	0.5585	0.0741	-0.3265
O	-0.4427	-0.3372	-0.1727
O	-0.487	-0.0334	0.2081
O	0.4683	-0.3102	-0.4281
O	0.1473	-0.2523	-0.2333
O	0.1892	-0.1464	-0.3161
O	0.3651	-0.2986	-0.3024
O	0.1073	-0.4782	0.3521
O	-0.4379	0.05	-0.3289
O	0.0254	-0.3971	0.0651
O	0.2824	0.2336	0.4143
O	-0.0148	0.225	0.0213
O	0.2224	-0.455	0.3373
O	0.4272	0.3227	-0.0678
O	-0.3867	-0.177	0.1474
O	0.2817	0.1316	0.2349
O	0.3906	0.1437	-0.165
O	0.6589	-0.181	-0.1461
O	0.0823	0.2381	0.5915
O	-0.0546	0.101	-0.5351
O	-0.2182	0.158	0.2869
O	0.3907	-0.3884	0.196
O	-0.1921	0.288	0.0106
O	-0.3583	-0.3328	-0.0104
O	0.0815	0.0732	-0.03
O	0.2845	0.2688	-0.0282
O	-0.8308	-0.1407	0.0738
O	0.2145	-0.1608	-0.0399
O	0.2682	0.0173	0.1105
O	-0.5038	-0.3777	-0.0181
O	0.2251	-0.0266	0.0503
O	-0.1924	0.1786	-0.0236
O	-0.3695	0.0492	0.411
O	-0.3846	0.1454	-0.2558
O	0	0.4703	-0.0207
O	0.3723	0.1288	-0.2091
O	-0.1128	-0.3383	0.63
O	-0.4996	-0.1118	-0.2188
O	-0.0919	-0.0999	-0.0172
O	-0.0044	0.1659	-0.5798
O	-0.2449	-0.517	0.4661
O	0.1047	-0.1748	0.0323
O	-0.3798	-0.0692	0.1987
O	0.2315	0.4251	0.1927
O	-0.1225	0.2464	0.1052
O	-0.6167	-0.0566	0.0686
O	-0.472	0.3327	0.1553
O	0.3585	0.416	0.3237
O	0.0917	-0.34	0.3039
O	0.3471	0.2481	-0.0785
O	-0.0165	-0.0847	0.7439
O	-0.1868	-0.0334	-0.2652
O	-0.5338	0.0077	0.356
O	-0.4519	0.5172	-0.0886
O	0.5857	-0.0567	0.3955
O	-0.3117	-0.0649	0.3873
O	-0.2744	-0.3437	-0.2451
O	-0.1082	0.1348	0.359
O	-0.3295	0.0818	-0.0361
O	0.2541	0.3785	0.3183
O	-0.251	0.3377	-0.0215
O	-0.243	0.5544	0.3258
O	0.5431	0.0064	0.0197
O	-0.2551	-0.3087	-0.4544
O	-0.2406	0.0269	0.0518
O	0.5843	-0.2336	0.3803
O	-0.0302	0.1024	-0.1633
O	-0.0052	0.6979	0.2508
O	-0.021	0.2514	0.4078
O	-0.5397	0.1783	0.0249
O	0.1833	0.3204	-0.224
O	-0.5779	-0.2642	0.0035
O	-0.0069	0.1213	-0.4896
O	-0.1033	-0.0213	0.0006
O	0.1712	0.2749	-0.1749
O	-0.3496	-0.2006	-0.382
O	0.3185	0.0224	0.2189
O	0.1775	0.1138	0.2218
O	0.2467	-0.0677	0.0192
O	-0.177	-0.5978	-0.0565
O	-0.0535	-0.2498	0.2084
O	-0.0264	0.2448	0.3203
O	0.0439	-0.2126	0.648
O	0.1588	0.1643	-0.3495
O	-0.1233	-0.0989	0.6789
O	-0.4975	-0.1501	-0.3722
O	0.0046	0.1268	0.4919
O	-0.2676	0.1312	-0.3302
O	0.0023	0.2404	0.6076
O	-0.0366	0.2848	-0.2034
O	-0.3137	-0.1109	-0.4593
O	-0.5925	0.1637	-0.3325
O	-0.1129	-0.3467	0.269
O	-0.0974	0.3015	-0.4391
O	-0.1231	0.4247	-0.0817
O	-0.5203	0.1758	0.3122
O	-0.4681	-0.0626	0.4848
O	0.146	-0.4696	0.3006
O	0.3965	-0.1621	0.1584
O	0.3885	-0.4389	0.0681
O	0.1121	-0.3625	-0.348
O	0.1797	-0.486	0.0654
O	0.142	-0.0521	-0.1817
O	0.203	-0.4737	-0.0586
O	-0.0674	-0.008	0.1472
O	0.3541	-0.1104	-0.0236
O	-0.4509	-0.1875	-0.3932
O	0.2282	0.2697	-0.1348
O	0.1435	0.087	-0.3659
O	0.5604	0.2144	0.4803
O	0.1778	-0.1278	0.2536
O	0.1784	-0.3739	-0.0459
O	-0.0603	-0.1476	0.1136
O	0.1491	0.4653	0.2428
O	-0.1126	0.0597	-0.2028
O	0.1051	-0.5152	-0.5695
O	-0.2528	-0.2949	0.6577
O	0.4335	0.3753	0.009
O	-0.0846	-0.5114	0.0943
O	0.0582	0.19	0.325
O	-0.4404	0.3986	-0.1979
O	0.2653	0.3613	-0.4065
O	-0.3761	0.4676	-0.3343
O	0.5389	0.021	0.2476
O	0.1142	0.2223	-0.49
O	0.3143	-0.113	-0.1591
O	-0.0549	0.3048	0.0197
O	0.0753	-0.0656	0.0951
O	-0.0386	-0.3018	-0.0151
O	0.2439	0.1587	-0.5029
O	0.1774	0.0768	-0.4582
O	0.3286	-0.3496	-0.1814
O	0.1447	-0.1783	-0.21
O	-0.2584	0.1845	-0.3051
O	-0.1045	-0.119	-0.2913
O	-0.0297	-0.5745	-0.1227
O	-0.0047	0.1367	0.4038
O	-0.2434	-0.256	-0.4981
O	-0.4737	0.1238	-0.3087
O	-0.1144	0.0753	-0.2861
O	0.1679	0.0734	-0.4195
O	0.5146	0.1495	-0.4854
O	-0.1515	-0.7008	0.0678
O	-0.3582	-0.2895	0.4634
O	0.003	-0.1804	-0.3616
O	0.1995	-0.1895	-0.5089
O	0.3856	0.0479	-0.0887
O	0.0587	0.2919	0.2225
O	0.2918	-0.6541	0.0562
O	0.1116	-0.175	0.0756
O	-0.0042	0.2942	-0.2101
O	-0.6246	-0.2359	0.0411
O	0.1068	-0.0779	0.0917
O	-0.1371	-0.0478	0.3675
O	-0.2743	-0.4479	0.1967
O	-0.2236	0.2132	-0.1744
O	0.0042	0.6244	0.0822
O	-0.1276	-0.1604	-0.2558
O	-0.0909	-0.4863	0.0168
O	0.4365	-0.2856	0.3505
O	0.0527	-0.2488	-0.6448
O	-0.0056	-0.2165	0.4398
O	0.2113	-0.0351	-0.0292
O	0.0044	-0.0856	0.0829
O	-0.1555	-0.2675	-0.2058
O	0.2129	-0.4283	0.3111
